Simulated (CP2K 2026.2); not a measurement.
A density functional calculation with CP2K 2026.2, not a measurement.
Periodic cell of 523 atoms, Si360O163, from a study of silicon, its oxide and their interface. The atomic structure is a simulated model.
Doubt: the forces sum to 2.62 eV/angstrom along one axis rather than to zero, so they err by at least 0.0050 eV/angstrom per atom on average; the grid cutoff is modest.

Settings: functional PBE; method Gaussian and plane waves; basis set DZVP-MOLOPT-SR-GTH; pseudopotentials GTH-PBE; grid cutoff 300 Ry, relative cutoff 40 Ry; k points Gamma only; occupations fixed; spin none; net charge 0.

Cell vectors (angstrom)
a 16.32 0 0
b 0 16.32 0
c 5.9327 -7.4825 35.0355

Atoms and the computed forces on them: element, x, y, z (angstrom), force x, y, z (eV/angstrom)
Si 2.296 2.08 -3.54 0.081 0.068 -0.083
Si 2.506 1.063 -0.756 0.157 0.062 0.215
Si -0.113 6.007 -0.695 0.18 -0.117 0.657
Si -2.411 3.795 -1.221 -0.073 -0.069 0.127
Si -0.789 -5.123 -2.669 -0.124 -0.008 0.109
Si 4.005 -5.215 -4.557 -0.007 -0.08 0.063
Si -4.933 0.096 -4.161 -0.09 0.142 -0.096
Si 7.724 1.318 0.28 0.255 -0.185 0.428
Si 5.228 5.153 -0.693 -0.096 -0.231 0.555
Si -9.871 7.816 -1.633 0.078 -0.017 -0.022
Si 3.371 -3.236 0.191 0.015 -0.06 0.043
Si -8.006 -3.802 -1.604 -0.045 0.077 0.165
Si -5.02 0.412 1.461 -0.069 -0.026 -0.08
Si -1.808 3.151 -4.232 0.049 0.099 0.045
Si -5.257 5.156 -0.694 -0.07 -0.22 0.567
Si -4.63 7.844 -1.944 -0.088 0.037 0.084
Si -6.092 -6.003 -0.708 0.06 0.046 0.142
Si -0.961 -3.367 -0.386 -0.014 -0.18 0.22
Si 1.094 -1.328 0.744 -0.21 0.131 0.536
Si 3.215 3.041 1.56 0.148 0.215 0.532
Si 0.477 5.92 1.552 -0.025 0.028 0.009
Si 2.248 7.515 1.464 -0.201 -0.003 0.614
Si -0.485 -5.657 1.65 -0.048 -0.342 0.46
Si 5.02 -0.772 -0.647 0.119 0.292 0.62
Si 5.855 0.202 1.331 -0.017 0.074 0.026
Si -7.698 3.011 1.632 0.063 0.074 -0.015
Si 4.94 4.75 1.557 -0.055 -0.064 0.02
Si -8.171 -7.627 0.635 -0.032 -0.022 0.066
Si 3.871 -7.364 -2.547 -0.043 -0.073 -0.088
Si -7.867 -2.413 1.153 0.348 0.276 0.477
Si -6.89 -0.412 0.124 -0.036 0.008 0.054
Si -2.999 2.049 1.395 -0.214 -0.239 0.46
Si -5.88 4.667 1.488 -0.012 -0.047 0.079
Si -2.108 8.879 1.349 0.082 -0.022 -0.01
Si -4.801 -4.781 1.583 0.056 0.129 0.696
Si -3.067 -3.148 1.735 -0.265 -0.087 0.498
Si -1.225 1.066 2.849 0.083 -0.018 -0.038
Si 1.416 4.082 2.715 -0.013 -0.018 -0.061
Si -1.302 6.986 2.647 -0.058 -0.01 -0.028
Si 1.357 9.469 2.589 -0.014 0.027 -0.141
Si -1.451 -4.12 3.106 -0.069 0.003 0.001
Si 0.543 -0.711 2.866 -0.097 0.06 0.058
Si 4.217 1.299 2.736 -0.004 -0.003 -0.026
Si 6.81 3.985 2.795 0.015 0.036 -0.016
Si 4.03 6.633 2.728 0.007 0.01 -0.074
Si -8.157 -5.326 3.954 -0.061 0.007 0.005
Si 4.57 11.701 2.706 0.214 -0.128 0.541
Si -9.415 -1.407 2.649 0.029 -0.011 -0.095
Si -6.614 1.394 2.939 0.024 -0.074 -0.025
Si -4.032 3.828 2.727 0.081 -0.004 -0.019
Si -6.826 6.598 2.58 0.349 -0.246 0.365
Si -3.957 -6.689 2.668 -0.056 -0.033 -0.053
Si -6.719 -3.9 2.639 0.02 -0.063 -0.068
Si -4.068 -1.302 2.786 0.029 0.061 0.012
Si -2.731 -0.039 4.248 0.012 0.001 0.032
Si -0.023 2.734 4.023 0.009 -0.011 0.013
Si -2.714 5.472 3.888 0 -0.005 -0.036
Si 0.03 8.215 4.137 -0.03 -0.024 -0.075
Si -2.791 -5.509 4.349 -0.038 -0.057 -0.048
Si -0.076 -2.601 4.183 0.076 0.067 -0.048
Si 2.599 0.031 3.959 -0.05 -0.021 -0.06
Si 5.515 2.612 4.192 0.001 0.016 -0.044
Si 2.716 5.374 4.208 0.017 0.012 -0.069
Si 5.379 8.158 3.983 0.049 0.031 0.014
Si 2.754 10.824 3.958 0.02 0.028 0.061
Si 5.462 -2.77 3.941 -0.042 -0.046 0.019
Si -8.091 -0.052 4.093 0.049 -0.028 -0.051
Si -5.346 2.726 4.327 -0.035 0.029 0
Si -8.228 5.466 4.107 0.015 -0.022 -0.047
Si -5.425 8.129 3.84 0.001 0.008 -0.042
Si 6.356 9.977 2.773 -0.166 0.206 0.532
Si -5.459 -2.627 4.154 0.004 -0.045 -0.004
Si -1.422 -1.381 5.633 0.009 0.027 -0.006
Si 1.375 1.424 5.426 -0.007 -0.019 0
Si -1.375 4.134 5.349 0.002 -0.018 -0.015
Si 1.353 6.799 5.481 0.009 0.025 0.013
Si -1.328 9.49 5.561 0.009 0.02 0.032
Si 1.409 12.267 5.335 0.023 0.009 -0.008
Si 4.014 -1.402 5.276 -0.022 -0.008 -0.022
Si 6.869 1.277 5.499 0.017 -0.026 0.008
Si 4.126 4.025 5.493 -0.012 -0.016 0.024
Si 6.756 6.86 5.41 0 0.036 0.018
Si 4.026 9.469 5.414 0.016 0.019 0.033
Si -9.495 12.289 5.413 0.018 -0.025 0.002
Si -6.797 -1.342 5.547 -0.011 0.022 0.004
Si -4.037 1.337 5.62 0.005 -0.037 -0.008
Si -6.826 4.124 5.482 0.032 0.007 -0.04
Si -4.088 6.797 5.3 -0.08 0.001 0.005
Si -6.804 -6.798 5.254 0.009 -0.016 -0.006
Si -4.158 -4.05 5.531 -0.005 0 0.048
Si 0.019 0.042 6.818 0.023 0.005 -0.035
Si 2.729 2.71 6.84 0.008 0.057 0.008
Si -0.026 5.435 6.793 -0.02 -0.001 0.016
Si 2.711 8.15 6.831 0.012 0 0.025
Si 0.046 10.929 6.782 -0.006 0.019 0.005
Si 2.742 -2.733 6.748 0.001 -0.003 0.018
Si 5.398 -0.071 6.734 -0.028 -0.013 -0.016
Si 8.177 2.71 6.831 0.032 -0.021 0.005
Si 5.451 5.459 6.795 0.004 -0.014 0.005
Si -8.15 8.208 6.713 0.023 0.002 0.013
Si -10.879 10.87 6.721 -0.009 -0.008 0.003
Si 8.14 -2.717 6.847 0.01 -0.022 0.007
Si -5.442 -0.005 6.913 -0.008 0.012 0.04
Si -2.656 2.772 6.823 -0.01 0.026 0.01
Si -5.431 5.494 6.769 0.036 0.01 -0.014
Si -2.744 8.098 6.789 -0.009 -0.02 -0.002
Si -5.522 -5.474 6.777 0.018 0.01 -0.03
Si -2.776 -2.749 6.924 -0.05 -0.01 0.013
Si -1.351 1.359 13.631 0.004 -0.019 -0.002
Si 1.358 4.071 13.594 0 0.013 -0.001
Si -1.364 6.809 13.611 -0.026 0.016 0.006
Si 1.368 9.515 13.574 0.015 -0.006 0.001
Si -1.356 -4.062 13.583 -0.005 -0.001 -0.003
Si 1.332 -1.36 13.605 -0.001 0.002 -0.016
Si 4.093 1.355 13.626 0.01 -0.023 0.016
Si 6.822 4.08 13.61 0.015 -0.01 -0.005
Si 4.094 6.773 13.581 0.01 -0.018 -0.009
Si -9.537 9.497 13.59 -0.004 0.012 -0.005
Si 4.051 -4.096 13.577 -0.016 0.006 -0.009
Si 6.772 -1.336 13.601 -0.005 0.005 0.015
Si -6.802 1.392 13.601 0.001 0.012 -0.003
Si -4.059 4.083 13.6 0.019 -0.027 0
Si -6.803 6.797 13.61 -0.015 0.013 0.004
Si -4.074 9.503 13.598 0.01 0 0.003
Si -6.791 -4.064 13.577 0.019 -0.007 0.004
Si -4.087 -1.338 13.59 -0.004 0.002 0.001
Si -2.739 0.012 14.982 0.008 0.024 0.009
Si 0.026 2.713 14.986 -0.007 -0.007 0.004
Si -2.704 5.429 14.973 -0.014 0.029 0.005
Si 0.021 8.164 14.949 -0.006 -0.018 -0.004
Si -2.722 -5.421 14.925 -0.01 0.002 -0.011
Si -0.031 -2.704 14.983 0.01 0.006 0.005
Si 2.684 0.004 14.953 -0.026 0.006 0.012
Si 5.484 2.707 14.982 0.019 0.017 0.01
Si 2.73 5.417 14.944 -0.001 -0.003 -0.021
Si 5.443 8.118 14.964 0.002 -0.017 0.01
Si 2.705 10.871 14.955 0.008 0.032 -0.009
Si 5.389 -2.717 14.915 0.003 -0.026 0
Si -8.189 0.047 14.95 -0.011 -0.003 0.01
Si -5.422 2.742 14.965 -0.007 -0.009 -0.019
Si -8.14 5.434 14.991 -0.008 0.013 0.005
Si -5.41 8.121 14.962 0.008 -0.013 0.017
Si -8.162 -5.437 14.894 -0.025 0.004 -0.005
Si -5.448 -2.69 14.951 -0.005 0.004 -0.007
Si -1.386 -1.33 16.366 -0.011 -0.037 -0.001
Si 1.373 1.354 16.375 0.024 -0.007 -0.004
Si -1.3 4.109 16.328 0.024 0.002 0.001
Si 1.397 6.795 16.302 0.006 0.032 -0.004
Si -1.369 -6.791 16.269 0.027 0.02 -0.013
Si 1.321 -4.101 16.314 -0.02 -0.009 -0.015
Si 4 -1.395 16.28 0.001 -0.039 0.01
Si -9.484 1.384 16.408 0.031 -0.021 0.042
Si 4.067 4.028 16.3 -0.03 0.017 -0.013
Si -9.52 6.762 16.358 0.01 -0.011 -0.015
Si 4.076 9.496 16.293 -0.03 -0.021 -0.004
Si -9.534 -4.067 16.22 0.026 0.022 -0.034
Si -6.84 -1.317 16.282 0.003 -0.036 -0.003
Si -4.086 1.395 16.347 0.001 -0.022 0.028
Si -6.737 4.106 16.357 0.025 0.047 -0.001
Si -4.109 6.706 16.366 0.005 -0.03 -0.013
Si -6.777 9.541 16.227 -0.021 0.011 -0.029
Si -4.055 -4.038 16.29 0.018 0.009 -0.01
Si -0.031 0.037 17.734 -0.022 0.001 0.022
Si 2.798 2.655 17.747 0.052 0.025 -0.006
Si 0.134 5.404 17.706 -0.015 0.009 0.031
Si 2.684 8.193 17.684 -0.011 -0.003 -0.027
Si -0.073 -5.421 17.68 0.003 0.027 -0.03
Si 2.656 -2.754 17.688 -0.048 0.025 0.013
Si 5.358 -0.047 17.607 -0.015 -0.039 -0.056
Si -8.03 2.778 17.756 0.025 -0.014 0.044
Si 5.37 5.379 17.677 0.008 0.034 -0.003
Si -8.056 8.152 17.596 0.013 -0.01 -0.021
Si 5.502 10.85 17.566 -0.017 -0.007 -0.013
Si -8.24 -2.679 17.591 -0.06 0.013 -0.022
Si -5.495 0.024 17.665 0.029 0.019 -0.027
Si -2.699 2.799 17.665 0.003 0.007 -0.026
Si -5.422 5.371 17.885 0 -0.022 0.026
Si -2.687 -8.221 17.563 0.025 -0.006 -0.021
Si -5.451 -5.392 17.577 0.016 -0.008 0.022
Si -2.738 -2.702 17.735 -0.019 -0.026 -0.021
Si -1.371 1.5 19.055 -0.023 -0.054 -0.033
Si 1.545 4.063 19.131 -0.003 0.027 0.038
Si -1.292 6.792 18.938 0.046 0.03 0.006
Si 1.248 -6.8 19.027 0.016 -0.035 0
Si -1.394 -4.078 19.111 0.037 0.055 0.021
Si 1.253 -1.406 19.079 -0.001 -0.061 -0.02
Si 4.099 1.214 19.128 -0.005 -0.001 0.012
Si -9.532 4.057 19.049 -0.015 -0.005 0.038
Si 4.072 6.86 19.025 0.02 -0.025 -0.013
Si 5.872 7.902 20.127 0.058 -0.208 -0.466
Si 4.105 -4.182 18.896 0.005 0.036 0.025
Si 6.68 -1.367 18.975 0.007 -0.018 0.011
Si -6.699 1.368 19.189 -0.03 0.06 0.003
Si -3.961 3.995 19.266 -0.044 -0.041 0.036
Si -6.823 6.839 19.145 -0.037 -0.013 0.051
Si -4.098 -6.858 18.805 -0.022 0.012 0.067
Si -6.821 -3.971 18.889 0.016 -0.025 0.023
Si -4.138 -1.3 19.022 0.046 0.022 -0.014
Si -3.009 0.328 20.295 0.023 0 0.066
Si 0.035 2.838 20.472 0.008 0.027 0.013
Si -2.517 5.506 20.454 0.06 -0.011 0.086
Si -0.063 8.13 20.427 -0.017 0.025 0.04
Si -2.839 -5.539 20.226 0.029 -0.006 -0.043
Si -0.172 -2.654 20.575 -0.031 -0.007 -0.059
Si 2.623 -0.119 20.495 0.023 -0.034 0.075
Si 5.95 2.162 20.299 0.279 -0.242 -0.608
Si 2.861 5.528 20.534 -0.445 0.241 -0.327
Si -9.384 9.552 18.9 0.005 -0.007 0.003
Si 2.653 -5.418 20.248 -0.232 0.306 -0.351
Si 5.324 -2.821 20.338 0.032 0.068 0.059
Si -8.552 0.326 20.24 -0.068 0.009 -0.044
Si -4.773 2.106 20.6 0.048 -0.007 0.027
Si -8.848 6.057 20.168 0.045 0.158 -0.701
Si -5.336 -8.091 20.375 0.031 -0.021 -0.021
Si -8.02 -5.429 20.273 -0.024 0.046 0.043
Si -5.652 -2.519 20.353 -0.054 0.044 -0.001
Si -1.535 -0.94 21.763 -0.527 -0.287 -0.076
Si -0.683 4.719 21.801 0.096 0.153 -0.618
Si -3.568 7.253 21.624 0.151 0.282 -0.46
Si 1.29 -5.576 24.112 0.051 -0.045 -0.033
Si -1.63 -6.087 23.702 -0.027 -0.322 -0.619
Si -1.879 -7.196 21.636 -0.042 -0.06 -0.035
Si 3.521 -1.993 21.656 -0.192 -0.102 -0.593
Si 4.74 3.899 22.575 0.466 0.253 0.204
Si 1.037 6.481 21.767 -0.022 -0.032 0.018
Si 4.297 -7.156 22.417 0.171 0.056 -0.114
Si 1.775 -3.688 21.598 -0.003 0.338 -0.437
Si 7.045 -3.931 21.515 -0.332 -0.165 -0.741
Si -7.464 -1.303 21.612 0.327 0.152 -0.659
Si -4.716 2.792 22.922 -0.021 -0.254 -0.649
Si -8.29 6.429 23.122 -0.017 -0.019 0.061
Si 1.926 -1.944 -7.581 0.032 0.044 -0.03
Si -6.219 -6.28 21.581 0.044 -0.029 0.027
Si -4.673 -4.49 21.249 0.014 0.007 0.01
Si -5.809 8.158 -4.597 0.012 0.014 -0.126
Si -9.255 -3.201 25.89 0.02 -0.101 0.019
Si 0.941 1.066 21.712 0.156 0.062 -0.773
Si -4.673 3.022 -4.638 -0.062 -0.112 -0.033
Si 3.264 -5.997 -7.399 0.025 -0.021 0.059
Si -8.383 7.075 -4.171 -0.033 -0.05 0.048
Si 2.446 -6.245 26.714 -0.146 0.044 0.137
Si -8.788 2.218 -7.609 -0.481 0.33 0.553
Si -2.774 -1.475 23.781 0.407 0.106 -0.55
Si -6.119 7.146 -7.527 -0.059 -0.007 -0.012
Si -9.891 5.95 -6.507 0.108 -0.12 -0.002
Si 2.122 1.261 26.824 -0.042 -0.079 0.035
Si -1.968 -2.422 26.475 -0.016 -0.105 0.045
Si -8.591 -0.668 24.181 0.006 0.028 -0.06
Si 2.938 7.178 26.381 -0.168 -0.081 0.09
Si -2.846 -1.537 -5.8 -0.221 -0.004 -0.116
Si -3.11 5.848 26.525 0.063 0.029 -0.04
Si 4.03 7.392 -7.65 -0.014 -0.022 -0.051
Si -10.379 -5.281 24.151 -0.087 0.059 -0.154
Si -1.814 -7.709 -1.017 -0.142 0.199 0.75
Si -4.132 -4.164 23.422 -0.294 -0.217 -0.54
Si -10.471 3.035 -6.134 0.296 -0.624 0.08
Si -2 -4.361 -5.431 0.104 -0.012 -0.043
Si -5.843 -6.378 23.946 -0.01 0.105 -0.65
Si 1.047 4.218 -4.986 0.068 -0.061 0.027
Si -1.382 1.063 -6.268 -0.035 0.095 -0.072
Si -2.132 3.802 24.327 0.035 0.033 0.078
Si 2.898 2.836 -7.25 0.159 0.135 0.026
Si -9.637 -0.768 -3.341 0.04 -0.064 0.049
Si -4.825 -5.662 -5.953 -0.021 -0.116 -0.024
Si -9.58 -3.721 -4.139 -0.036 0.003 0.055
Si -10.842 1.96 -4.05 0.428 0.506 0.008
Si -9.524 2.855 -2.332 -0.391 -0.266 -0.322
Si -5.988 1.269 -6.571 -0.014 0.104 -0.066
Si 4.729 -0.566 23.995 -0.041 -0.142 0.081
Si -5.43 5.764 23.538 0.167 0.036 -0.037
Si -7.599 -4.473 -6.456 -0.08 -0.056 -0.081
Si -4.578 0.752 25.12 0.086 -0.1 0.001
Si -9.203 1.898 25.654 0.036 -0.065 0.006
Si 1.126 6.262 -6.926 0.131 -0.052 0.033
Si -6.995 4.432 -3.08 -0.065 -0.043 0.017
Si 2.023 7.641 23.623 -0.361 -0.3 -0.32
Si -5.912 5.332 26.617 -0.052 0.035 -0.043
Si 4.903 0.342 26.787 -0.004 -0.125 -0.008
Si -9.963 4.274 24.269 -0.42 0.123 -0.548
Si 2.867 1.931 23.901 -0.046 -0.107 -0.06
Si -6.894 -1.035 -2.158 -0.229 0.272 0.637
Si 2.669 6.525 -1.458 -0.022 0.062 0.222
Si -2.214 1.983 26.663 0.054 -0.032 -0.041
Si 1.566 0.601 -6.172 -0.008 0.024 0.009
Si 2.318 -4.93 -2.193 0.114 0.043 0.015
Si -3.426 -7.5 25.449 -0.083 0.054 -0.042
Si 5.303 5.203 26.978 -0.071 0.059 0.037
Si -8.506 -7.546 24.889 0.132 -0.073 -0.145
Si -1.32 1.401 8.194 0.001 0.01 -0.001
Si 1.356 4.088 8.16 0.005 -0.008 0.014
Si -1.385 6.772 8.174 0 -0.014 0.004
Si 1.364 9.541 8.159 0.001 0.01 -0.005
Si -1.343 -4.096 8.184 0.015 0.003 0.005
Si 1.38 -1.36 8.128 0.013 -0.032 0.008
Si 4.09 1.316 8.145 0.001 -0.002 -0.005
Si 6.806 4.09 8.154 -0.013 0.004 0.003
Si 4.082 6.79 8.168 0.002 0 0.014
Si -9.515 9.534 8.112 0.003 0.008 0.008
Si 4.095 -4.093 8.117 0.004 -0.005 -0.005
Si 6.755 -1.369 8.17 -0.009 0 -0.016
Si -6.8 1.381 8.221 0 -0.013 0.013
Si -4.072 4.117 8.143 -0.025 -0.017 -0.01
Si -6.8 6.85 8.114 0.001 0.004 0.005
Si -4.106 -6.818 8.122 -0.001 0.029 -0.011
Si -6.835 -4.108 8.18 -0.012 -0.014 0.006
Si -4.105 -1.371 8.26 -0.003 0.006 0.018
Si -2.708 0.027 9.534 -0.019 -0.004 -0.004
Si 0.032 2.738 9.558 -0.003 -0.005 0.014
Si -2.73 5.435 9.549 0.016 -0.005 0.004
Si -0.008 8.164 9.501 -0.006 0.014 -0.01
Si -2.726 -5.469 9.5 0.016 0.004 -0.004
Si 0.01 -2.706 9.509 -0.018 0.02 0.004
Si 2.726 -0.019 9.519 -0.001 -0.016 0.002
Si 5.44 2.712 9.496 -0.003 -0.002 -0.01
Si 2.718 5.439 9.526 -0.017 0.012 0
Si -10.862 8.16 9.49 0.016 0.005 -0.002
Si 2.733 -5.433 9.506 0.013 -0.004 0.009
Si 5.421 -2.742 9.526 0.005 -0.02 0.011
Si -8.193 0.005 9.526 -0.012 0.017 -0.014
Si -5.417 2.752 9.528 0.008 -0.005 0.009
Si -8.14 5.459 9.487 0.025 0.006 -0.002
Si -5.45 8.171 9.517 -0.019 -0.012 -0.002
Si -8.191 -5.449 9.534 -0.018 0.008 0.008
Si -5.475 -2.751 9.562 0.006 -0.004 -0.001
Si -1.354 -1.348 10.875 0.02 0.017 -0.004
Si 1.382 1.351 10.895 0.004 -0.002 0.009
Si -1.356 4.08 10.9 -0.014 0.003 0.008
Si 1.353 6.804 10.874 0.005 -0.006 0
Si -1.363 9.513 10.872 -0.027 -0.019 0.003
Si 1.363 -4.075 10.862 0.008 0.004 -0.002
Si 4.067 -1.375 10.885 -0.007 0 0.001
Si 6.789 1.375 10.886 0.007 -0.001 0.003
Si 4.084 4.065 10.871 -0.006 -0.015 0.004
Si -9.508 6.797 10.859 -0.001 -0.001 -0.007
Si -12.231 9.511 10.854 0.012 0.009 -0.006
Si 6.783 -4.084 10.897 -0.001 -0.012 0.009
Si -6.83 -1.355 10.889 -0.017 -0.019 0.003
Si -4.071 1.378 10.892 0.011 0.018 -0.001
Si -6.788 4.108 10.87 0.004 0.003 0.003
Si -4.091 6.809 10.885 -0.003 0.008 0.002
Si -6.813 9.518 10.882 0.002 0.02 -0.004
Si -4.074 -4.102 10.882 -0.001 -0.006 0.002
Si -0.007 0.006 12.246 -0.01 -0.015 -0.001
Si 2.741 2.713 12.254 0.006 0.008 0.003
Si -0.004 5.448 12.25 -0.023 -0.011 0.001
Si 2.735 8.151 12.224 -0.005 0.015 -0.003
Si 0.001 10.885 12.222 0.012 0.017 -0.001
Si 2.695 -2.72 12.243 0.005 -0.008 0.003
Si 5.422 0.006 12.23 0.001 -0.011 -0.008
Si 8.169 2.741 12.225 -0.008 -0.006 -0.002
Si 5.461 5.424 12.222 0.004 0.007 -0.004
Si -8.162 8.147 12.238 0.011 -0.007 0.002
Si -10.897 10.861 12.237 -0.018 -0.001 -0.001
Si 8.138 -2.706 12.252 0.002 0.001 -0.002
Si -5.454 0.019 12.235 0.003 0.003 -0.015
Si -2.704 2.716 12.26 0.001 -0.004 0.001
Si -5.436 5.446 12.253 0.009 0.01 0.012
Si -2.714 8.16 12.235 0.018 0.01 0.003
Si -5.44 -5.454 12.241 -0.007 -0.007 0.003
Si -2.724 -2.708 12.227 -0.001 -0.01 -0.01
O -5.201 -6.69 -4.772 0.097 0.186 0.582
O 1.514 0.059 0.016 -0.147 0.349 -0.118
O 2.814 2.415 0.083 0.153 0.43 -0.175
O -5.112 6.767 -0.842 -0.246 0.454 0.577
O -2.443 2.667 -0.04 0.196 -0.252 -0.179
O -1.255 -5.109 -4.216 0.12 -0.069 0.026
O 0.152 1.163 -6.756 -0.202 0.351 -0.35
O 3.154 7.503 -2.661 0.063 -0.134 -0.529
O -7.811 -3.246 -7.5 0.524 0.475 0.13
O -10.332 6.572 -0.737 0.046 0.231 0.449
O -6.837 -6.713 0.555 0.326 -0.16 0.403
O 2.376 -2.289 1.043 0.016 -0.146 0.375
O -8.472 -3.32 -0.115 -0.206 -0.296 0.131
O -4.992 -5.024 -0.044 0.305 0.236 -0.439
O 2.482 -3.913 -0.965 -0.425 0.131 0.019
O -10.245 -0.928 -1.855 0.175 -0.211 0.096
O -9.423 -6.844 1.292 -0.163 0.134 -0.407
O -7.812 7.375 1.494 -0.304 -0.034 -0.155
O 4.074 -4.316 1.159 0.258 -0.411 -0.22
O 1.811 1.533 -2.115 -0.407 0.035 0.2
O 1.731 -1.001 -6.28 0.2 -0.421 0.316
O 5.45 2.669 21.772 -0.013 -0.166 0.561
O 4.14 -6.748 -4.023 -0.079 -0.542 -0.214
O -10.75 -7.793 21.639 0.22 0.05 0.06
O -6.701 6.485 22.858 0.088 0.272 -0.403
O -1.985 -7.265 24.763 0.525 -0.53 -0.062
O -8.93 5.799 21.793 -0.097 -0.509 0.25
O -2.179 -4.014 26.618 0.178 -0.049 -0.124
O -5.714 -0.124 25.885 -0.14 -0.235 -0.273
O 4.624 -5.981 23.505 -0.392 0.204 0.31
O -0.296 -4.702 0.301 0.135 0.113 -0.438
O -0.296 0.081 22.16 -0.222 -0.128 0.474
O -4.457 1.615 -3.835 0.306 0.289 0.532
O -3.222 3.716 -4.811 0.022 0.586 -0.307
O -10.394 0.388 -4.167 -0.187 -0.229 -0.593
O 1.416 -7.16 23.745 -0.471 0.009 -0.326
O 4.493 -2.289 -0.455 0.213 -0.157 -0.227
O 0.782 -3.071 -7.528 0.143 -0.311 0.222
O -4.099 6.534 23.032 0.21 -0.205 0.209
O 3.462 3.34 23.411 -0.302 0.336 0.409
O -10.474 -4.037 25.196 -0.557 0.282 0.046
O 3.854 0.251 -1.131 0.152 0.052 -0.34
O -8.974 6.958 -5.658 0.222 0.321 -0.24
O 3.899 2.094 -3.68 0.086 0.118 0.197
O 1.235 5.784 -5.374 0.32 0.332 0.291
O -3.967 -2.584 23.719 -0.422 0.021 0.076
O 0.569 5.043 -7.842 -0.364 -0.377 0.069
O -6.027 0.209 -5.348 -0.473 -0.395 -0.025
O 1.497 1.637 23.122 -0.292 0.134 0.363
O -6.371 3.788 26.566 -0.056 -0.443 -0.627
O 4.958 6.548 -6.653 -0.361 -0.025 0.309
O 4.444 3.231 -6.987 -0.087 0.063 -0.455
O -7.056 -2.653 -2.241 0.35 -0.245 -0.279
O -1.274 -4.536 -6.874 0.234 -0.329 -0.011
O -5.363 -7.074 -1.647 0.143 -0.041 -0.209
O -8.076 -0.398 -3.092 0.285 0.161 -0.365
O -7.36 -0.645 23.117 0.426 0.249 0.252
O -10.752 1.582 25.993 -0.141 0.666 -0.041
O -8.83 5.448 24.289 -0.005 -0.092 0.251
O -2.443 1.851 -7.235 0.042 0.525 0.032
O -4.573 -6.496 -7.305 -0.506 -0.092 -0.16
O -3.691 -6.303 26.505 -0.35 0.007 0.038
O 2.496 1.992 25.452 0.039 0.599 0.173
O -3.898 4.451 -1.272 -0.157 -0.145 -0.322
O 0.043 -2.109 -0.212 0.001 0.067 -0.321
O -7.162 -5.17 -1.557 -0.039 -0.503 -0.358
O -5.398 2.691 -6.047 0.122 0.512 -0.319
O 3.567 7.91 23.144 0.308 -0.26 0.377
O 4.663 -0.778 25.612 -0.065 -0.423 0.288
O 4.031 -7.389 -7.178 0.388 0.084 0.172
O -0.963 4.417 23.401 0.377 0.18 0.315
O -9.158 1.739 -1.21 -0.215 -0.372 -0.105
O -8.188 -5.841 -7.11 -0.276 0.09 0.124
O -2.891 4.962 25.176 -0.4 0.011 -0.083
O -1.958 3.127 -2.62 0.027 -0.468 -0.013
O -10.052 -0.452 23.48 -0.005 0.054 -0.678
O 5.446 -4.514 -4.676 0.208 -0.195 -0.165
O -5.339 -4.852 24.3 -0.245 0.433 0.434
O -7.589 5.734 -3.793 0.021 -0.039 -0.225
O 3.352 -6.483 21.298 -0.229 -0.016 0
O 1.734 3.606 -3.656 0.122 0.064 0.576
O -9.801 -2.119 -4.211 0.008 0.265 -0.288
O -2.423 -8.088 -7.55 -0.004 -0.018 0.415
O -9.955 4.542 -5.717 0.145 0.047 0.333
O -5.664 3.991 -3.846 0.415 0.275 0.17
O -8.619 -2.108 24.894 0.215 -0.243 -0.053
O 1.134 -0.009 26.626 0.278 -0.21 -0.297
O 4.34 6.392 26.447 0.197 0.308 -0.091
O -3.041 7.97 -1.845 0.189 -0.106 -0.207
O -5.281 1.764 24.054 -0.405 -0.203 0.189
O 3.742 5.315 -1.342 -0.234 -0.545 -0.406
O -9.246 5.759 -7.976 -0.24 0.389 -0.217
O 1.794 -4.495 23.035 0.334 0.185 0.175
O -3.499 -4.905 -5.525 -0.042 0.176 0.106
O -10.388 -3.446 -7.72 0.043 0.008 0.454
O -8.132 3.29 -3.06 0.101 -0.255 -0.454
O -0.298 -5.339 24.227 -0.141 0.39 0.225
O 0.809 -5.169 -2.642 0.197 0.135 -0.307
O 4.089 4.931 21.491 0.304 0.11 0.121
O 2.563 6.739 -7.482 -0.156 0.198 -0.145
O 1.886 3.445 -6.144 -0.188 0.057 0.061
O -0.607 7.524 -1.034 0.195 0.294 -0.026
O -1.749 -1.986 24.936 0.434 0.133 -0.174
O -2.39 -2.941 0.246 -0.282 0.078 -0.275
O -4.615 -7.393 24.341 0.126 -0.255 -0.087
O -6.561 4.725 -1.555 -0.358 -0.148 0.261
O -7.293 8.162 -7.977 -0.193 -0.06 0.019
O -4.92 0.784 -7.689 -0.063 -0.252 -0.063
O 3.395 -2.618 -7.613 0.202 0.079 0.316
O -7.355 -8.006 -4.147 -0.159 0.567 0.197
O -5.735 7.311 -5.966 0.302 -0.241 0.172
O -1.312 4.951 -0.958 -0.004 0.053 0
O -9.268 -4.077 -2.581 -0.285 -0.294 0.382
O -1.531 2.732 25.386 0.79 -0.019 -0.342
O -7.077 -6.804 24.885 -0.055 0.244 0.476
O 1.209 5.843 -1.649 -0.064 -0.266 -0.501
O -8.637 7.791 26.135 -0.162 -0.052 -0.126
O -8.708 7.935 23.512 -0.228 0.283 -0.051
O -3.661 -1.923 -7.177 -0.602 -0.078 -0.075
O 5.26 -7.431 -1.721 -0.179 0.517 0.131
O -10.779 4.315 25.666 -0.521 -0.313 -0.093
O 2.674 7.481 -0.133 0.337 0.273 -0.347
O -3.148 3.067 23.297 0.358 -0.067 -0.386
O 3.229 -5.234 -5.976 -0.223 0.193 -0.125
O -9.131 2.872 24.369 0.645 -0.233 -0.596
O -3.525 -0.121 24.256 0.299 0.442 -0.004
O -1.566 1.645 -4.772 0.139 -0.38 0.476
O -2.752 -4.921 23.802 0.051 0.388 0.308
O 2.754 1.231 -7.082 0.487 -0.312 -0.446
O 4.01 -1.791 23.225 0.06 -0.306 0.467
O -8.357 -2.638 21.895 0.122 -0.056 0.272
O 3.944 0.778 23.581 0.183 0.11 -0.407
O -1.689 -0.51 -6.238 0.434 -0.14 0.074
O -9.523 -4.727 22.908 -0.039 0.117 0.036
O -8.417 0.541 25.243 0.393 0.025 0.35
O -0.557 4.006 -4.816 -0.132 0.541 -0.397
O -5.5 -0.585 -2.831 0.581 0.023 0.343
O -5.693 5.896 25.121 -0.177 0.191 -0.001
O -6.614 5.62 -7.75 0.439 -0.197 0.229
O -9.652 -6.446 24.975 -0.046 0.112 0.762
O 2.103 -5.263 25.482 0.424 0.596 -0.089
O -5.472 4.22 23.069 -0.355 0.011 -0.046
O -4.996 7.372 -3.443 0.055 -0.578 -0.266
O -9.571 7.331 -3.133 -0.437 -0.002 -0.134
O -1.229 -3.745 -1.933 -0.347 0.239 -0.156
O -3.723 1.56 26.249 -0.131 0.086 0.539
O 2.921 -6.351 -1.733 -0.27 -0.091 0.551
O -8.553 -7.932 -0.906 0.206 -0.045 -0.371
O -3.748 -0.841 -4.684 0.056 -0.103 0.414
O -10.234 4.098 -1.568 -0.014 0.227 0.06
O 3.201 -7.561 26.165 0.356 0.036 -0.199
O -7.505 1.387 -7.06 -0.075 -0.275 0.254
O -3.315 7.397 26.168 0.027 -0.085 0.283
O -6.018 -4.614 -6.187 0.113 0.431 -0.083
O -0.009 7.397 -7.074 -0.138 0.34 0.472
O -8.576 2.523 27.009 -0.324 0.006 0.22
O -2.103 -2.785 -5.123 0.118 0.072 0.563
O -8.02 -4.16 26.342 0.129 -0.29 -0.273
O 1.679 1.058 -4.631 -0.407 -0.179 0.122
O -1.381 -6.392 -1.858 -0.177 -0.002 0.109
O -8.332 -4.16 -5.061 0.28 -0.109 0.141
O 2.051 6.816 25.053 -0.194 -0.636 -0.01
O 3.135 -4.379 -3.479 -0.07 0.673 0.004

Results
total energy: -109978.187 eV
total energy less fixed offsets of O -438.25, Si -107.07 eV per atom: 1.763 eV
